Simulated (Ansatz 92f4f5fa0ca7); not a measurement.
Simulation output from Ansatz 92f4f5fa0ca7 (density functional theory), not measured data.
Periodic cell of 360 atoms, Si240O120, from a study of silicon, its oxide and their interface. The atomic structure is a simulated model.
Doubt: the cutoff is far below the 930 eV that the study's wrapper takes by default for these files, so forces and energies are approximate.
This geometry differs little from another in the collection (a relaxation step or a small displacement).

Settings
functional: PBE
potential files: Ansatz PAW
basis: plane waves
wave-function cutoff: 580 eV
density cutoff ratio: 5
exchange-correlation grid ratio: 1
k mesh: 1 x 1 x 1, Gamma-centred
self-consistency stop: 5e-08 eV per atom in the density residual
occupations: fixed
spin: none
net charge: 0

Cell vectors (angstrom)
a	11.6015	0	0
b	0	13.3963	0
c	0	0	41.25

Atoms: element, x, y, z (angstrom)
Si	0	2.2327	1.1851
Si	3.8672	2.2327	1.1851
Si	7.7343	2.2327	1.1851
Si	1.9336	5.5818	1.1851
Si	5.8008	5.5818	1.1851
Si	9.6679	5.5818	1.1851
Si	0	8.9308	1.1851
Si	3.8672	8.9308	1.1851
Si	7.7343	8.9308	1.1851
Si	1.9336	12.2799	1.1851
Si	5.8008	12.2799	1.1851
Si	9.6679	12.2799	1.1851
Si	1.9336	1.1164	1.9745
Si	5.8008	1.1164	1.9745
Si	9.6679	1.1164	1.9745
Si	0	4.4654	1.9745
Si	3.8672	4.4654	1.9745
Si	7.7343	4.4654	1.9745
Si	1.9336	7.8145	1.9745
Si	5.8008	7.8145	1.9745
Si	9.6679	7.8145	1.9745
Si	0	11.1635	1.9745
Si	3.8672	11.1635	1.9745
Si	7.7343	11.1635	1.9745
Si	1.9336	1.1164	4.3426
Si	5.8008	1.1164	4.3426
Si	9.6679	1.1164	4.3426
Si	0	4.4654	4.3426
Si	3.8672	4.4654	4.3426
Si	7.7343	4.4654	4.3426
Si	1.9336	7.8145	4.3426
Si	5.8008	7.8145	4.3426
Si	9.6679	7.8145	4.3426
Si	0	11.1635	4.3426
Si	3.8672	11.1635	4.3426
Si	7.7343	11.1635	4.3426
Si	0	0	36.9095
Si	3.8672	0	36.9095
Si	7.7343	0	36.9095
Si	1.9336	3.3491	36.9095
Si	5.8008	3.3491	36.9095
Si	9.6679	3.3491	36.9095
Si	0	6.6981	36.9095
Si	3.8672	6.6981	36.9095
Si	7.7343	6.6981	36.9095
Si	1.9336	10.0472	36.9095
Si	5.8008	10.0472	36.9095
Si	9.6679	10.0472	36.9095
Si	0	0	39.2776
Si	3.8672	0	39.2776
Si	7.7343	0	39.2776
Si	1.9336	3.3491	39.2776
Si	5.8008	3.3491	39.2776
Si	9.6679	3.3491	39.2776
Si	0	6.6981	39.2776
Si	3.8672	6.6981	39.2776
Si	7.7343	6.6981	39.2776
Si	1.9336	10.0472	39.2776
Si	5.8008	10.0472	39.2776
Si	9.6679	10.0472	39.2776
Si	0	2.2327	40.067
Si	3.8672	2.2327	40.067
Si	7.7343	2.2327	40.067
Si	1.9336	5.5818	40.067
Si	5.8008	5.5818	40.067
Si	9.6679	5.5818	40.067
Si	0	8.9308	40.067
Si	3.8672	8.9308	40.067
Si	7.7343	8.9308	40.067
Si	1.9336	12.2799	40.067
Si	5.8008	12.2799	40.067
Si	9.6679	12.2799	40.067
Si	-0.6823	1.9847	30.9456
Si	1.3026	2.9244	30.0944
Si	11.0252	-2.9689	27.2001
Si	-1.6559	3.5521	27.6544
Si	3.2929	1.9019	30.8125
Si	9.6569	-0.7848	25.2737
Si	0.9033	1.9957	28.0143
Si	7.4774	3.1149	25.6688
Si	6.9526	11.6073	24.6625
Si	-3.1627	7.8911	25.7149
Si	9.2254	16.6789	29.8976
Si	14.9994	12.6678	25.5773
Si	0.774	2.2528	21.9387
Si	5.3728	-1.1913	30.8159
Si	4.951	4.7322	26.0856
Si	4.91	4.9946	29.2235
Si	6.7758	6.0546	30.6123
Si	10.3179	-0.3833	30.6532
Si	1.9293	5.2084	30.508
Si	0.5722	12.4818	29.1443
Si	3.0825	12.9783	30.9505
Si	3.3566	5.6888	18.7277
Si	8.839	8.3219	22.7213
Si	15.1967	16.7389	20.6587
Si	-0.1783	2.2446	33.1894
Si	3.7602	2.2498	33.0741
Si	7.5375	2.2315	32.8761
Si	2.0028	5.5498	32.8733
Si	5.9356	5.6934	32.8833
Si	9.1661	5.4856	30.7698
Si	-0.0825	8.7247	32.8496
Si	3.8866	9.0912	32.6809
Si	7.7275	8.9194	32.9053
Si	4.9609	16.0006	29.3093
Si	5.8484	12.2695	33.0929
Si	9.8589	12.3492	32.9195
Si	1.8274	1.1512	33.8758
Si	5.7042	1.1072	33.8015
Si	9.5044	1.1153	33.8365
Si	0.0327	4.508	33.7656
Si	3.9633	4.5178	33.6737
Si	7.6911	4.4233	33.821
Si	1.9917	7.8342	33.5692
Si	5.7457	7.9131	33.7075
Si	9.5952	7.7694	33.8156
Si	0.1309	11.0801	33.586
Si	3.9471	11.1367	33.8828
Si	7.8707	11.1802	33.6389
Si	1.9179	1.1243	36.1924
Si	5.7986	1.1223	36.1478
Si	9.6297	1.1163	36.1718
Si	0.0041	4.476	36.128
Si	3.8897	4.4806	36.0774
Si	7.7249	4.4482	36.1612
Si	1.9473	7.8219	36.0287
Si	5.7839	7.829	36.095
Si	9.6591	7.8133	36.1582
Si	0.0232	11.1387	36.0331
Si	3.8721	11.1465	36.1972
Si	7.759	11.1658	36.0574
Si	0.0216	-0.0101	5.2146
Si	3.8892	0.0079	5.087
Si	7.7466	0.0017	5.1525
Si	1.9322	3.335	5.194
Si	5.7968	3.5081	5.1812
Si	9.6346	3.3128	5.2249
Si	0.0015	6.6918	5.0798
Si	3.8346	6.6985	5.0957
Si	7.7575	6.6875	4.9479
Si	1.9346	10.0303	5.2168
Si	5.8003	10.0447	5.075
Si	9.67	10.0294	5.1583
Si	0.1394	-0.119	7.6545
Si	4.0669	-0.0554	7.4111
Si	7.8192	-0.0931	7.533
Si	1.8732	3.2364	7.6172
Si	5.7783	5.0055	7.172
Si	9.5487	3.1387	7.6743
Si	0.0016	6.5909	7.4085
Si	3.8982	6.4928	7.4388
Si	7.69	6.4167	7.2127
Si	2.0124	9.8999	7.659
Si	5.8241	9.8943	7.3998
Si	9.665	9.8643	7.5436
Si	3.4242	-0.8395	10.4452
Si	3.7801	2.0818	8.4815
Si	4.9841	-0.7911	15.3386
Si	1.8997	5.4959	8.3242
Si	5.6926	3.4326	8.8054
Si	9.6269	5.4604	8.1405
Si	-0.0029	8.7635	8.3873
Si	4.0093	8.7389	8.3528
Si	5.8024	12.2638	10.6284
Si	2.2304	12.2053	8.341
Si	5.9475	12.0928	8.249
Si	9.7598	12.1201	8.3583
Si	-3.9811	1.9828	8.7186
Si	-0.3634	2.3348	10.9285
Si	13.2102	1.5642	12.0045
Si	3.5616	9.8672	27.3458
Si	4.958	10.2397	14.4204
Si	11.2033	4.6326	11.4706
Si	4.8132	13.8475	20.8113
Si	7.9678	9.6096	11.8078
Si	12.7521	11.8502	12.1313
Si	-1.9796	18.888	22.009
Si	7.5343	14.5218	15.7834
Si	5.7146	10.3014	12.1044
Si	-1.994	5.9749	10.407
Si	3.5621	1.5049	10.7557
Si	7.6743	-4.7886	8.0701
Si	3.3557	7.6321	14.5659
Si	7.2658	1.0119	10.9666
Si	11.3556	7.6905	10.5222
Si	-3.98	5.0284	19.7495
Si	6.2072	7.2451	18.2422
Si	15.3154	6.5121	11.5186
Si	-4.521	8.1049	10.265
Si	4.7226	12.235	18.3057
Si	7.2359	5.7641	13.7144
O	-19.684	-6.559	13.1433
O	-3.0898	-14.9659	20.0813
O	27.0585	-3.2968	28.9356
O	8.7954	8.7249	12.947
O	8.8363	-0.6633	29.9007
O	-8.0431	-17.5123	14.4003
O	20.3729	-6.6796	22.6081
O	6.8477	20.9429	25.8767
O	1.2497	-17.3631	22.0722
O	17.9572	-1.2506	18.4583
O	0.6131	-13.01	28.1562
O	-5.5524	-7.2216	22.529
O	27.2398	-2.602	18.631
O	-5.1937	13.4109	20.7761
O	19.3016	-9.8071	18.9628
O	2.1951	21.1971	24.9347
O	4.0471	27.3105	26.4589
O	16.3253	8.9968	26.5942
O	25.3011	16.2735	21.1527
O	-5.1423	12.8097	25.646
O	42.5711	-17.8582	21.6595
O	6.82	-23.3147	22.1899
O	15.7307	-0.1444	19.4428
O	25.4978	-25.5574	15.8567
Si	-12.8549	8.3386	13.3048
Si	4.7675	8.5428	10.6237
Si	13.6064	-2.5295	22.2166
Si	7.2879	-0.0766	29.7434
Si	7.1738	2.1678	30.4274
Si	14.5032	-6.9165	24.2546
Si	9.9914	11.9978	10.7328
Si	-5.5485	-8.5855	21.5873
Si	5.7146	16.4826	14.1515
Si	13.0943	5.9976	10.6275
Si	-6.5415	-19.3077	22.6941
Si	9.5886	9.0208	28.3785
Si	8.255	-23.8634	22.7513
Si	4.6832	-3.396	30.361
Si	0.8044	13.15	23.8742
Si	-4.2553	8.4141	30.5866
Si	22.6503	4.0576	16.3275
Si	13.7265	-1.0422	33.0594
Si	1.3871	-18.982	19.2576
Si	3.2573	1.594	14.6107
Si	17.6546	21.1451	15.8472
Si	22.9481	-2.4939	14.5605
Si	17.103	4.6211	10.8712
Si	-7.7343	2.0337	27.0861
Si	10.0972	0.2557	14.058
Si	21.9089	1.5537	20.7596
Si	17.1338	-10.9469	11.8737
Si	17.4689	-4.5949	25.4726
Si	-1.4774	-1.4821	19.9431
Si	-4.2135	6.0457	11.3189
Si	15.9659	-1.2379	23.4189
Si	6.9247	-14.7418	20.0046
Si	18.0492	9.1514	20.7032
Si	10.2676	5.188	13.5995
Si	-10.3206	-5.145	26.2197
Si	14.1421	10.6876	19.2636
Si	-2.7663	-10.6549	18.1478
Si	-4.3049	0.3764	26.6423
Si	22.429	-7.475	26.2301
Si	-0.1781	-4.1412	21.2876
Si	0.2251	-1.3954	17.4836
Si	0.692	-12.1021	16.1012
Si	11.9368	4.85	23.5465
Si	11.5402	-11.2803	8.5079
Si	-12.2455	-6.3661	30.1583
Si	-10.1616	-6.9061	16.6526
Si	-1.9891	-7.8791	33.0799
Si	9.5651	0.7294	11.7697
O	15.0804	4.1288	19.2189
O	-11.6539	-15.3182	11.07
O	-14.3267	-13.0669	26.2002
O	-10.6791	11.7781	23.0151
O	-14.6615	-31.0814	29.6507
O	-2.3565	-9.1975	22.9125
O	24.1928	-5.7141	17.678
O	4.5714	-24.751	20.6481
O	11.76	-21.3129	16.6773
O	-24.2219	31.8565	27.591
O	8.7886	16.955	26.5046
O	-14.2641	-2.5403	11.3085
O	-4.6015	-0.1738	28.1314
O	-10.0952	11.4182	18.2633
O	2.7301	5.6594	17.2218
O	23.2456	-18.711	20.1553
O	-6.4381	-18.3796	21.3668
O	31.2274	1.5808	17.2939
O	-12.9755	24.9131	26.309
O	13.9479	11.4058	20.7143
O	6.4745	-13.5182	15.6219
O	-2.884	-4.5935	27.0197
O	26.5656	-15.4936	26.5359
O	1.9111	7.1809	15.2284
O	-16.275	15.8328	15.034
O	35.8249	-2.3336	13.548
O	23.6007	2.7872	16.6625
O	23.7019	-15.6251	28.1768
O	10.4626	-14.9786	18.352
O	11.1756	4.9558	24.9735
O	-14.1802	-11.5682	21.8043
O	25.4686	6.4878	19.6834
O	-11.2508	-10.0953	23.1058
O	0.7807	-20.5549	29.9166
O	12.6407	13.4521	12.392
O	-35.1181	8.5301	11.9685
O	-1.3818	11.9994	14.0966
O	-7.4139	-13.4844	22.2341
O	-24.3084	-33.3803	13.8691
O	10.5822	-0.0692	20.6291
O	3.4194	-2.5484	23.0356
O	-11.9577	-5.1344	31.2466
O	-11.4371	9.4522	26.0651
O	45.7005	10.6632	20.6428
O	-7.1552	4.4197	21.5625
O	4.5546	-6.2589	15.5578
O	-4.8402	15.3141	26.5439
O	11.1622	29.326	27.2354
O	-2.948	4.9381	13.8261
O	3.5302	6.9978	22.8515
O	-13.5467	-9.6205	17.152
O	-12.8718	8.8116	22.3742
O	-32.5232	15.5313	13.41
O	22.4252	-4.0282	14.4702
O	-2.4733	5.2621	20.4589
O	20.1307	11.8891	24.296
O	21.0403	33.426	25.771
O	6.4688	-22.3906	25.5111
O	7.9219	-10.9902	24.2586
O	-17.8298	-4.9551	23.9732
O	-17.2473	22.4418	29.9874
O	-1.7301	15.4873	19.2545
O	38.9333	-13.19	14.3112
O	27.2892	-7.6022	25.1853
O	1.8473	5.3435	23.8153
O	3.4252	18.9278	29.8097
O	4.791	-20.295	18.7026
O	-32.7665	-1.0744	29.8439
O	10.8824	17.5525	14.7072
O	20.4664	0.642	15.0242
O	29.2251	4.7024	14.0808
O	23.6767	6.8935	26.5901
O	-12.6279	7.7571	28.7413
O	2.6511	38.3454	11.5623
O	4.2659	-0.7289	16.8137
O	29.1465	11.6839	23.3883
O	0.3615	0.2068	17.2562
O	-0.7404	-13.5014	24.4119
O	-9.3228	-4.5453	27.3551
O	0.1599	11.1785	16.0924
O	-7.3513	3.2572	26.0611
O	18.7269	-6.4436	14.8635
O	6.0262	-4.0418	15.3775
O	-0.3794	5.7016	22.3113
O	11.4262	14.3494	14.7503
O	4.299	2.8108	14.9582
O	-4.8982	-16.5851	25.4392
O	25.5504	9.0978	19.4083
O	29.7633	8.5641	19.1749
O	-28.6057	10.7516	20.6678
O	1.1931	0.9351	22.8214
O	2.2394	2.2431	27.1298
O	7.4053	-7.2239	18.5904
O	16.631	5.3608	27.6063
O	8.6159	-4.706	24.2904
O	1.8473	-0.3098	25.1406

Results
free energy: -220803.378 eV
free energy less fixed offsets of O -568.88, Si -635.61 eV per atom: 8.622 eV

Forces (eV/angstrom), in the order of the atoms: element, x, y, z
Si	0.0092	-0.0026	0.0055
Si	-0.0282	0.0347	0.0054
Si	-0.0156	0.0626	-0.0716
Si	0.0411	0.0038	0.0179
Si	0.0045	0.0233	0.0338
Si	-0.0314	0.0161	-0.0012
Si	-0.0204	-0.0571	-0.0513
Si	0.0139	-0.0177	-0.0412
Si	0.0362	-0.0309	0.0055
Si	0.0008	0.0021	0.0259
Si	-0.0171	-0.0796	0.1273
Si	-0.0145	0.0146	0.0224
Si	-0.012	0.0003	-0.0106
Si	0.1059	0.2391	-0.0367
Si	0.0637	-0.039	-0.025
Si	-0.0568	-0.0982	-0.0595
Si	-0.155	-0.0429	0.0143
Si	0.1231	-0.1959	-0.0017
Si	-0.0323	0.0924	-0.0059
Si	-0.0852	-0.0125	-0.0101
Si	0.0915	0.087	0.0163
Si	0.0372	-0.0181	-0.0292
Si	-0.0844	-0.0482	-0.0042
Si	0.0619	-0.0023	0.0004
Si	-0.0923	-0.0067	0.2245
Si	0.284	0.5597	0.5849
Si	0.1818	-0.0788	0.3011
Si	-0.1625	-0.3796	0.3937
Si	-0.4032	0.1109	-0.3352
Si	0.2965	-0.3005	-0.7515
Si	-0.1171	0.2846	-0.2133
Si	-0.2338	-0.1183	-0.3477
Si	0.3282	0.2478	-0.512
Si	0.1263	-0.036	0.5296
Si	-0.2065	-0.1442	0.0229
Si	0.1577	-0.014	0.0591
Si	-0.2249	-0.3254	-0.1733
Si	0.0299	-0.0056	0.177
Si	-0.2062	-0.2748	0.2332
Si	0.1781	0.2776	-0.0076
Si	-0.1747	0.0236	0.2394
Si	0.0278	0.0614	0.1166
Si	0.2361	0.1566	-0.1882
Si	-0.0874	0.0705	-0.2108
Si	-0.2407	0.0118	-0.0562
Si	-0.1455	-0.2154	-0.0391
Si	0.3564	0.0309	0.0258
Si	0.1434	0.1536	-0.1807
Si	-0.0876	-0.1138	0.0226
Si	-0.0111	0.0172	0.0159
Si	-0.0821	-0.0813	-0.0021
Si	0.065	0.0991	0.0277
Si	-0.062	0.0115	0.0006
Si	0.0308	0.0249	0.0003
Si	0.0821	0.063	-0.0027
Si	-0.0374	0.0227	0.0179
Si	-0.0734	0.0041	0.0198
Si	-0.0767	-0.0851	-0.0215
Si	0.1366	-0.0228	0.0224
Si	0.0668	0.0507	0.0112
Si	-0.0095	0.016	-0.0586
Si	0.0169	-0.0186	0.0226
Si	0.0089	-0.0492	-0.0212
Si	-0.0498	-0.0082	0.0275
Si	0.0076	-0.0312	0.0109
Si	0.0297	-0.0217	-0.0326
Si	0.0179	0.0271	0.0376
Si	-0.016	0.0061	-0.0289
Si	-0.0352	0.0179	0.0012
Si	0.0128	0.0039	-0.0436
Si	0.0182	0.0526	0.011
Si	0.0118	-0.0033	0.0219
Si	0.0113	0.0059	0.0195
Si	-0.0041	-0.0249	-0.0395
Si	-0.0001	-0.0027	-0.0041
Si	0.004	0.001	-0.0068
Si	0.0029	0.0045	0.0069
Si	-0.0021	-0.0022	-0.0001
Si	0.0051	0.0167	0.0327
Si	0.0027	0.0017	0.0009
Si	0.0019	-0.0019	0
Si	-0.0034	0.0003	0.001
Si	-0.0124	0.0094	0.0004
Si	0.0026	0.004	0.0006
Si	0.0016	0.0029	0.0029
Si	0.0015	0.0087	-0.0008
Si	-0.0008	0.0011	0.0005
Si	0.0034	-0.0072	0.0005
Si	-0.0001	-0.0043	-0.0008
Si	-0.0072	-0.0112	0
Si	0.0089	0.0218	0.0131
Si	0.0024	-0.0012	-0.0125
Si	-0.0012	-0.0094	0.0054
Si	-0.0043	0.0021	0.0002
Si	0.001	0.0015	0.0021
Si	-0.0002	0.0004	0.0016
Si	-0.0186	-0.0073	0.0083
Si	0.0002	0.0012	-0.0013
Si	0.0089	0.0023	-0.0023
Si	0.0004	-0.0028	-0.0049
Si	0.003	0.0017	0.0029
Si	-0.006	-0.0017	0.0007
Si	-0.0013	-0.0006	-0.0008
Si	0.0002	0.0009	-0.0008
Si	-0.0024	-0.0001	-0.0027
Si	-0.0005	0.0061	-0.0024
Si	-0.0028	0.0001	0.0023
Si	-0.0007	-0.0011	0.0034
Si	0.0032	-0.0031	-0.0013
Si	-0.0031	-0.0016	0.0017
Si	0.0004	0.004	0.014
Si	0.0011	0.0017	-0.0014
Si	-0.0023	-0.0024	-0.0002
Si	-0.0041	-0.0019	0.0006
Si	0.0012	-0.0013	0.0006
Si	-0.0002	-0.0013	0.0001
Si	0.0007	-0.0022	0.0011
Si	0.0008	0.0006	0.002
Si	0.0019	0.0024	0.0008
Si	0.0026	-0.0004	-0.0004
Si	-0.0027	0.0022	0.0007
Si	0.0012	-0.0002	0.0004
Si	-0.0047	-0.0023	-0.0047
Si	-0.001	-0.0022	0.0007
Si	0.0013	-0.0008	0.0001
Si	0.001	-0.0004	0.0006
Si	-0.0002	0.0006	0.0014
Si	-0.0007	0.0011	0.0005
Si	-0.0003	-0.0003	0.002
Si	-0.0003	-0.0004	-0.0001
Si	-0.0004	-0.0011	0.0005
Si	-0.0007	0.0016	0.001
Si	-0.0011	0.0001	0.0003
Si	-0.0005	-0.0014	0.0001
Si	-0.0013	-0.0026	-0.0029
Si	0.0009	-0.0014	0.0012
Si	-0.0014	-0.0068	-0.0024
Si	-0.0017	-0.0007	0.0016
Si	-0.0002	0.001	0.0019
Si	-0.0015	0.0013	0.0004
Si	0.0003	-0.0009	-0.0003
Si	-0.0016	0.0016	0.0002
Si	0.0007	-0.0002	0.003
Si	-0.0009	0	-0.0016
Si	-0.0001	-0.0006	-0.0017
Si	0.0046	-0.0008	-0.0002
Si	0.0047	0.0057	0.0047
Si	-0.0021	0.0007	-0.0007
Si	-0.0044	0.0074	0.0129
Si	-0.0008	-0.0003	0.0018
Si	0.0002	0.0003	-0.0013
Si	0.0024	-0.0016	-0.0021
Si	0.0018	-0.0033	-0.0005
Si	-0.0005	-0.0048	0
Si	0.0012	0.0007	-0.0009
Si	-0.0003	-0.0034	0.0016
Si	0.0221	-0.0211	-0.0108
Si	0.0008	-0.0021	-0.0002
Si	-0.0011	0.009	0.0039
Si	0.0017	0.0001	0.0033
Si	0.0051	-0.0105	-0.0171
Si	-0.0024	-0.0017	-0.0025
Si	0.0003	0.0046	-0.0041
Si	-0.0006	0.0002	-0.0027
Si	0.0009	0.0029	-0.0045
Si	-0.0004	0.0023	0.0054
Si	-0.0092	-0.0076	0.0057
Si	0.0005	0.0004	-0.0012
Si	-0.0048	0.0007	0.0014
Si	-0.0021	-0.0072	0.0045
Si	-0.0008	0.0222	-0.0163
Si	0.0002	-0.0044	-0.0008
Si	-0.0079	-0.0119	0.0216
Si	-0.0001	0.0018	0.0009
Si	-0.0001	-0.0013	0.0005
Si	-0.0007	-0.0093	0.0112
Si	-0.0039	-0.0042	0.0011
Si	0.0007	0.0018	0.0012
Si	0.0049	0.0029	-0.0084
Si	0.0112	-0.0156	-0.0303
Si	0.0061	0.0001	0.0002
Si	-0.0223	0.0249	0.008
Si	-0.0002	0.0054	-0.0117
Si	-0.0053	-0.004	-0.0042
Si	-0.0025	-0.0047	-0.0028
Si	-0.0059	0.0046	0.0104
Si	0.0012	-0.0009	0.0025
Si	-0.001	0.0002	0.0066
Si	-0.0013	0.0028	0.0062
Si	-0.0154	0.0105	0.0171
Si	-0.0005	-0.0003	0.0025
Si	0.0017	0.0041	-0.0064
O	0.0011	0.0001	-0.0029
O	-0.0016	0.0004	0.0008
O	0.0005	0.0013	0.0048
O	-0.009	0.0036	-0.0079
O	0.0055	0.0082	0.003
O	0.0092	0.0095	-0.0035
O	-0.0003	-0.0009	0.0003
O	0.0022	0.001	0.0009
O	0.0006	0.001	0.0006
O	-0.0004	0.0001	0.0011
O	-0.0009	-0.0053	0.0043
O	0.0007	-0.0024	-0.0011
O	0.0008	0.0001	-0.0001
O	-0.0001	0.0009	0.0004
O	-0.0008	0.0008	0.0007
O	-0.0012	0.0009	0.0017
O	-0.0018	-0.002	-0.0013
O	-0.0012	0.0015	0.0024
O	-0.0012	-0.001	0.0006
O	0.0003	0.0019	0.0021
O	-0.0006	0	-0.0005
O	-0.001	-0.0006	0.0001
O	0.0002	0.0006	0.0011
O	0.0028	-0.0007	0.0018
Si	0.0012	0.0002	-0.0012
Si	0.0122	0.0011	0.0037
Si	-0.0002	-0.0014	-0.0013
Si	-0.0001	-0.0135	-0.006
Si	-0.0025	0.0042	0.0076
Si	-0.0007	0.0005	-0.0008
Si	0.0013	0.0014	0.0044
Si	-0.0016	0.0021	0.0027
Si	0.0026	-0.0034	0.0003
Si	0.0011	-0.0042	-0.0033
Si	-0.0011	-0.0005	0.0017
Si	-0.0047	-0.0002	0.0018
Si	-0.0001	0.0011	0.001
Si	-0.0033	-0.002	-0.0031
Si	-0.0029	-0.002	-0.0019
Si	0.0035	0.005	0.0022
Si	0.001	0.0021	-0.0024
Si	0.0001	0.0024	-0.0016
Si	-0.0024	-0.0004	-0.0001
Si	-0.0048	0.001	-0.0006
Si	0.0026	-0.0026	-0.0048
Si	-0.0047	-0.0008	0.003
Si	-0.0004	0.0125	0.0135
Si	0.0065	-0.0033	0.0096
Si	-0.0046	-0.0011	-0.0048
Si	-0.0036	-0.0018	-0.0013
Si	0.0034	-0.0045	-0.0057
Si	0.0007	-0.0018	-0.0009
Si	0.001	-0.0015	-0.0014
Si	-0.0049	-0.0007	0.0076
Si	0.0026	-0.0013	-0.0034
Si	-0.0004	-0.0004	0.0009
Si	-0.001	-0.0012	0.0034
Si	0.0026	0.0003	-0.0022
Si	0.0013	-0.001	-0.0021
Si	-0.0028	0	-0.0004
Si	0.0025	0.0023	-0.0006
Si	0.0002	-0.0032	-0.0018
Si	-0.0001	0.001	-0.0028
Si	-0.0004	-0.0014	0.0004
Si	0.001	-0.0007	0
Si	-0.0043	-0.0007	0.0008
Si	0.0003	0.0019	0.0019
Si	-0.0031	0.0014	-0.0005
Si	0.0088	0.0006	-0.0098
Si	-0.002	0	0.0001
Si	0.0017	0.0014	0.003
Si	0.0031	-0.0013	-0.0003
O	0.0004	-0.0001	-0.0002
O	-0.0036	-0.0019	-0.0017
O	0.0004	-0.0003	0.0016
O	0.0004	0.0014	0.0016
O	0.001	-0.0028	-0.0034
O	0.0005	-0.0001	0.0006
O	0.0001	-0.0004	-0.0005
O	0.0003	-0.0004	0.0002
O	-0.0001	0.0002	0.0007
O	-0.0019	-0.0029	0.0034
O	-0.0017	-0.0014	0.0013
O	-0.0051	0.0003	-0.0007
O	0.0012	0.0033	0.0044
O	-0.0012	0.0017	0.0001
O	0.0014	-0.0001	0.0009
O	-0.0004	0	0.0005
O	0.0008	0.0005	-0.001
O	-0.0014	-0.0003	-0.0007
O	0.0012	-0.0003	0.0014
O	0	0.0008	0.0022
O	-0.0016	-0.0032	-0.0002
O	0.0002	-0.001	0.0012
O	-0.0024	0.001	0.002
O	0.0022	0.0013	0.0005
O	-0.0033	-0.0025	0.0047
O	0.0012	-0.001	0.0005
O	0.001	-0.0018	0.0009
O	0.0027	0.0032	0.0032
O	-0.001	0.0002	0.0017
O	0.0003	-0.0003	0.0006
O	0.001	-0.0004	-0.0001
O	0.0012	-0.0011	0.001
O	-0.0001	-0.0021	-0.0009
O	-0.0108	0.0009	0.0002
O	-0.0008	-0.0028	-0.0004
O	0.0026	-0.0018	-0.0041
O	0.0021	0.0023	0.002
O	0	-0.0003	0.0009
O	-0.0006	-0.0006	0.0007
O	0.0005	0.0024	0.0012
O	-0.0003	0.001	0.001
O	-0.001	0.0002	0.0042
O	-0.0024	0.0041	0.0046
O	-0.0004	0.0005	0.0007
O	-0.0002	-0.0001	0.0014
O	0.0007	-0.0001	0.003
O	0.0004	0.0003	0.0014
O	-0.0039	0.0001	-0.002
O	-0.0029	0.0005	-0.0002
O	0	-0.0005	0.0005
O	-0.0029	-0.0012	0.0017
O	-0.0005	0.0001	0.001
O	0.0022	0.0002	0.0145
O	0.0006	0.0001	-0.0003
O	-0.001	-0.0003	-0.0007
O	0.0009	0.0008	0.0012
O	0.0008	-0.0003	0.0022
O	0.0002	-0.0014	0.0005
O	-0.001	0.0009	0.002
O	-0.0003	0.0005	0.0007
O	-0.0016	0	0.0031
O	0.0002	-0.0004	0.0015
O	0.001	-0.0033	0
O	0.0009	-0.0014	0.0017
O	-0.0001	-0.0005	-0.0001
O	0.005	-0.0025	-0.0001
O	0.0017	0.0013	-0.0006
O	-0.0004	0.0012	0.0031
O	-0.0001	-0.0002	0.0013
O	-0.006	0.0036	0.0028
O	-0.0023	-0.0019	0.0032
O	-0.0008	-0.0006	0.0026
O	-0.0008	-0.0013	0.0042
O	0.0029	0.0026	-0.0041
O	0.0006	-0.001	-0.0017
O	-0.0014	0.0002	0.0005
O	-0.0006	0.0005	0.001
O	0.0012	0.0003	0.0008
O	0.001	0.0016	0.0024
O	-0.0002	-0.0003	-0.004
O	-0.0008	-0.0013	-0.0041
O	-0.0027	0.002	0.0039
O	-0.0031	0.0047	-0.0035
O	-0.0008	-0.0008	-0.0003
O	0.0019	-0.0006	0.0027
O	0.0027	0.0001	0.0005
O	0.0004	0.0019	0.0004
O	0.0014	0.0017	0.0005
O	-0.0003	-0.0012	-0.0025
O	-0.0002	0.0008	0.0007
O	0.0001	0	0.0007
O	0.0013	0.0004	-0.0206
O	0.0014	0.0006	-0.0016
O	-0.0007	0.0003	0.0055
O	-0.0003	-0.0004	0.0004
O	0.0011	0.0007	0.004

The program warned: the cutoff lies below the one the program advises for these potential files; the forces do not sum to zero within the program's tolerance; the exchange-correlation potential is rough where the density is thin.
